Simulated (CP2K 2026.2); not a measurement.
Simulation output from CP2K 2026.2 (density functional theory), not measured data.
Periodic cell of 504 atoms, Si360O144, from a study of silicon, its oxide and their interface. The atomic structure is a simulated model.
Doubt: the forces sum to 3.33 eV/angstrom along one axis rather than to zero, so they err by at least 0.0066 eV/angstrom per atom on average; the grid cutoff is modest.

Settings: functional PBE; method Gaussian and plane waves; basis set DZVP-MOLOPT-SR-GTH; pseudopotentials GTH-PBE; grid cutoff 300 Ry, relative cutoff 40 Ry; k points Gamma only; occupations fixed; spin none; net charge 0.

Cell vectors (angstrom)
a	16.32	0	0
b	0	16.32	0
c	3.8174	-7.8523	33.1928

Atoms and the computed forces on them: element, x, y, z (angstrom), force x, y, z (eV/angstrom)
Si	1.753	-1.64	0.27	-0.279	0.057	0.744
Si	4.308	1.029	0.067	-0.106	0.208	0.733
Si	1.244	4.355	-0.05	0.12	-0.3	0.649
Si	4.287	6.524	0.064	-0.106	0.221	0.751
Si	1.15	-6.515	0.414	-0.019	-0.071	0.677
Si	3.84	-3.949	0.329	0.179	-0.103	0.755
Si	6.521	-1.208	0.016	0.221	-0.077	0.707
Si	9.669	1.275	-0.153	-0.222	0.142	0.746
Si	6.531	4.333	-0.007	0.176	-0.126	0.761
Si	9.301	7.2	-0.049	0.117	-0.297	0.703
Si	6.97	9.344	0.051	-0.228	0.148	0.738
Si	-6.557	-4.454	-0.003	-0.169	0.299	0.705
Si	-4.467	-1.024	-0.102	0.165	-0.168	0.792
Si	-1.584	1.408	0.111	0.156	0.032	0.668
Si	-3.707	3.735	-0.281	-0.215	0.309	0.742
Si	-0.949	6.646	0.084	-0.284	0.031	0.674
Si	-4.303	-6.645	0.331	0.172	-0.053	0.724
Si	-1.096	-4.407	0.179	-0.078	0.133	0.661
Si	2.822	-0.033	1.541	0.008	-0.005	-0.079
Si	5.426	2.707	1.299	-0.014	0.022	-0.039
Si	2.739	5.412	1.413	0	0.014	-0.038
Si	5.408	8.159	1.342	-0.009	-0.016	-0.046
Si	2.671	-5.378	1.711	-0.007	0.006	-0.037
Si	5.464	-2.726	1.462	-0.003	-0.002	-0.057
Si	8.142	0.034	1.204	0.006	-0.002	-0.03
Si	-5.4	2.782	1.148	-0.004	-0.021	-0.04
Si	8.176	5.505	1.209	-0.029	0.027	-0.062
Si	-5.519	8.128	1.508	-0.034	-0.002	-0.057
Si	8.153	10.863	1.382	0.003	-0.001	-0.052
Si	-5.492	-2.709	1.209	0.019	-0.012	-0.052
Si	-2.872	-0.026	1.379	-0.016	-0.02	-0.045
Si	0.079	2.676	1.206	-0.006	0.028	-0.038
Si	-2.689	5.421	1.123	0.014	-0.032	-0.066
Si	0.021	8.15	1.571	0.001	0.011	-0.036
Si	-2.689	-5.464	1.515	-0.003	0.003	-0.029
Si	-0.009	-2.717	1.397	0.027	-0.006	-0.076
Si	1.365	1.371	2.702	-0.02	0.011	0.009
Si	4.068	4.008	2.727	0.017	-0.002	0.034
Si	1.438	6.789	2.819	0	-0.007	0.017
Si	4.103	9.482	2.805	0.017	-0.009	0.015
Si	1.29	-3.987	2.93	-0.034	0.012	0.06
Si	4.157	-1.377	2.883	-0.002	-0.019	0.049
Si	6.831	1.378	2.648	0.007	-0.004	0.018
Si	9.553	4.124	2.552	-0.039	-0.028	-0.004
Si	6.812	6.804	2.683	0.015	0.017	0.03
Si	9.467	9.527	2.819	-0.013	0.013	0.04
Si	6.836	12.23	2.755	-0.016	-0.019	0.018
Si	-6.849	-1.359	2.608	0.008	0	0.016
Si	-4.164	1.414	2.678	0.019	0.034	0.032
Si	-1.327	4.068	2.577	-0.003	-0.002	0.028
Si	-4.052	6.705	2.636	0.053	0.004	0.001
Si	-1.396	-6.85	2.88	-0.001	0.016	0.029
Si	-4.095	-3.998	2.69	-0.027	0.007	0.03
Si	-1.426	-1.358	2.689	0.014	-0.006	0.027
Si	-0.033	0.013	4.034	0.007	-0.02	0.006
Si	2.706	2.697	4.104	0.017	-0.004	0.007
Si	-0.006	5.401	4.05	-0.016	-0.008	-0.025
Si	2.765	8.142	4.177	-0.007	-0.009	0.022
Si	-0.036	-5.444	4.197	0.012	0.003	-0.013
Si	2.726	-2.677	4.218	-0.011	0.005	0.003
Si	5.519	0.044	4.117	-0.006	-0.005	-0.006
Si	8.204	2.751	3.973	0.008	-0.002	-0.002
Si	5.453	5.414	4.04	-0.003	0.013	-0.02
Si	8.12	8.142	4.125	-0.012	0.001	-0.004
Si	5.469	10.869	4.116	-0.004	0.011	-0.005
Si	8.182	-2.697	4.071	0.003	0.022	-0.001
Si	-5.501	0.01	4.012	0.006	-0.008	-0.008
Si	-2.715	2.742	3.996	0.01	0	-0.027
Si	-5.43	5.404	4.016	-0.007	0.017	0.003
Si	-2.776	8.075	4.109	-0.002	-0.004	0.012
Si	-5.439	-5.396	4.072	0.009	-0.004	-0.012
Si	-2.743	-2.698	4.097	-0.008	-0.009	0.004
Si	1.328	-1.355	16.279	-0.002	-0.006	-0.016
Si	4.09	1.365	16.316	0.014	0.006	-0.005
Si	1.36	4.055	16.311	-0.009	0.004	-0.007
Si	4.128	6.811	16.32	-0.001	0.004	-0.008
Si	1.376	-6.785	16.273	0	-0.007	-0.007
Si	4.121	-4.076	16.311	0.007	0.004	-0.007
Si	6.789	-1.358	16.335	-0.015	-0.006	-0.011
Si	-6.802	1.371	16.354	0.007	-0.001	-0.002
Si	6.813	4.108	16.334	0	0.013	-0.012
Si	-6.805	6.788	16.358	0.008	0.001	-0.002
Si	6.797	9.513	16.343	-0.008	0.003	0.003
Si	-6.799	-4.08	16.327	-0.012	0.011	-0.011
Si	-4.089	-1.361	16.311	0.016	0.003	-0.016
Si	-1.349	1.341	16.317	-0.001	-0.018	-0.011
Si	-4.111	4.096	16.342	0.007	-0.015	-0.004
Si	-1.376	6.797	16.279	-0.01	0.008	-0.012
Si	-4.117	9.501	16.311	0	-0.017	-0.007
Si	-1.374	-4.078	16.286	0	0.013	-0.016
Si	2.662	0.027	17.622	0.006	0.003	-0.018
Si	5.465	2.734	17.667	-0.016	-0.008	0.009
Si	2.765	5.415	17.613	0.007	-0.017	0.005
Si	5.471	8.15	17.749	-0.002	-0.015	0.006
Si	2.786	-5.472	17.633	-0.006	-0.011	-0.016
Si	5.443	-2.712	17.718	0.004	-0.013	0.026
Si	8.153	-0.01	17.694	-0.02	0.002	-0.006
Si	-5.478	2.761	17.731	-0.015	0.007	0.014
Si	8.164	5.437	17.749	-0.004	-0.02	-0.005
Si	-5.444	8.139	17.718	-0.005	0.014	0.02
Si	8.139	10.903	17.682	0.007	0.016	0.006
Si	-5.433	-2.72	17.686	0.013	-0.006	0
Si	-2.706	-0.032	17.662	0.004	0.003	0
Si	-0.005	2.701	17.693	0.003	-0.007	0.002
Si	-2.728	5.462	17.67	0.003	0.029	-0.002
Si	-0.025	-8.128	17.587	0.013	-0.002	0.012
Si	-2.784	-5.408	17.62	-0.003	0.003	-0.005
Si	0.007	-2.746	17.643	-0.006	0.008	0.011
Si	1.346	1.337	19.07	0.011	0.001	-0.002
Si	4.069	4.039	19.03	-0.019	0.018	-0.036
Si	1.407	6.845	18.853	0.012	0.019	-0.036
Si	4.122	-6.77	19.086	0.005	0.008	-0.021
Si	1.421	-4.123	18.941	-0.006	0.017	-0.036
Si	3.975	-1.337	18.965	0.002	-0.022	-0.017
Si	6.842	1.404	19.04	-0.005	0.022	-0.02
Si	-6.842	4.094	19.184	0.002	-0.028	-0.023
Si	6.817	6.775	19.144	-0.007	0.007	0.014
Si	-6.839	9.528	19.024	-0.006	-0.001	-0.033
Si	6.839	-4.052	19.109	0.011	-0.005	-0.039
Si	9.511	-1.388	19.039	-0.027	0	-0.001
Si	-4.037	1.394	18.977	0.03	-0.017	-0.041
Si	-1.354	4.114	19.007	-0.008	-0.009	-0.009
Si	-4.067	6.78	19.094	-0.001	0.008	-0.01
Si	-1.425	-6.768	18.916	0.012	-0.016	-0.014
Si	-4.106	-4.091	19.07	0.019	-0.012	-0.002
Si	-1.389	-1.454	19.025	-0.017	-0.015	-0.041
Si	-0.02	-0.086	20.357	0.019	-0.027	0.054
Si	2.685	2.713	20.447	0.014	0.004	0.059
Si	0.075	5.521	20.207	0.001	0	0.045
Si	2.716	8.137	20.311	-0.003	-0.01	0.051
Si	0.021	-5.484	20.209	0.009	0.021	0.059
Si	2.685	-2.749	20.358	-0.003	-0.014	0.045
Si	5.32	0.093	20.221	-0.026	0.032	0.028
Si	8.161	2.659	20.59	0.017	0.005	0.053
Si	5.441	5.344	20.439	0.002	-0.027	0.039
Si	8.179	8.196	20.468	0.01	0.008	0.049
Si	5.472	-5.417	20.494	0.001	-0.007	0.062
Si	8.239	-2.707	20.521	0.001	-0.018	0.052
Si	-5.413	0.003	20.27	0.014	0.028	0.045
Si	-2.72	2.788	20.379	-0.012	0	0.064
Si	-5.423	5.445	20.531	-0.008	-0.006	0.046
Si	-2.736	-8.058	20.369	-0.038	0.011	0.031
Si	-5.517	-5.421	20.403	-0.029	0.008	0.041
Si	-2.694	-2.852	20.477	0.026	0.003	0.045
Si	1.03	-1.729	21.669	0.129	0.083	-0.792
Si	4.215	1.5	21.771	-0.172	-0.111	-0.699
Si	1.576	4.422	21.623	-0.04	-0.141	-0.711
Si	3.841	6.56	21.619	0.13	0.123	-0.736
Si	1.085	-7.056	21.551	0.186	0.052	-0.723
Si	4.386	-3.696	21.679	-0.284	-0.362	-0.683
Si	6.569	-1.364	21.463	0.279	0.057	-0.642
Si	-6.437	1.467	21.766	-0.276	0	-0.647
Si	6.453	3.726	21.859	0.165	0.114	-0.707
Si	-6.48	7.159	21.771	-0.078	-0.155	-0.722
Si	7.037	-6.573	21.836	-0.213	-0.124	-0.778
Si	9.317	-4.365	21.914	0.107	0.241	-0.706
Si	-3.878	-1.153	21.573	-0.214	-0.375	-0.638
Si	-1.61	1.12	21.559	0.326	0.249	-0.688
Si	-4.295	3.806	21.831	0.134	0.174	-0.737
Si	-1.085	7.072	21.483	-0.09	0.021	-0.709
Si	-4.304	-6.892	21.727	0.229	0.077	-0.677
Si	-1.049	-4.081	21.718	-0.265	-0.051	-0.669
Si	2.081	3.996	-3.096	-0.024	-0.04	0.159
Si	0.807	7.947	-4.241	0.011	0.111	0.024
Si	-2.81	7.949	25.394	0.029	-0.046	-0.097
Si	1.643	6.982	25.633	0.038	-0.013	-0.021
Si	2.365	-6.57	24.253	0.054	-0.075	-0.006
Si	-6.25	7.55	-2.995	0.136	-0.003	0.117
Si	-2.454	5.354	23.825	-0.006	-0.016	-0.135
Si	-0.086	-5.358	-4.633	-0.031	0.036	0.072
Si	2.817	-0.418	23.91	0.001	0.043	-0.161
Si	-3.54	5.179	-6.047	-0.071	-0.056	0.046
Si	4.517	-3.001	24.481	-0.098	-0.082	-0.102
Si	-6.483	-4.243	24.934	0.077	0.034	-0.019
Si	-2.283	-4.312	-2.655	0.013	-0.005	0.066
Si	7.49	-2.649	25.341	-0.078	0.167	-0.022
Si	-1.677	7.309	-2.793	0.117	-0.067	0.062
Si	-8.169	2.993	-2.397	0.057	-0.082	0.148
Si	3.016	6.309	-4.959	-0.041	-0.043	-0.086
Si	-2.391	-5.961	23.909	0.056	0.094	-0.177
Si	-5.861	4.138	26.01	-0.18	-0.064	-0.038
Si	-7.191	5.091	-4.494	-0.052	0.026	0.014
Si	3.54	1.332	-2.916	0.016	-0.003	0.174
Si	-5.106	-4.353	-5.228	-0.114	0.032	0.047
Si	5.199	-3.736	-4.412	-0.066	0.04	0.091
Si	2.157	-3.181	-4.631	-0.042	0.06	0.051
Si	-2.507	-5.462	-6.194	-0.007	0.056	-0.116
Si	7.052	-1.884	-2.977	-0.042	-0.065	0.151
Si	-1.109	3.438	-6.821	-0.013	-0.051	-0.081
Si	4.735	6.472	26.006	-0.081	0.022	-0.06
Si	-8.168	2.259	25.767	0.106	-0.016	-0.013
Si	-0.661	2.97	-3.933	-0.016	0.058	-0.034
Si	-5.76	-7.193	25.964	0.011	-0.038	-0.025
Si	-7.184	-6.028	-6.786	-0.064	-0.055	0.041
Si	6.511	0.918	-4.046	-0.087	-0.032	0.051
Si	5.034	-5.736	-2.027	-0.029	-0.032	0.228
Si	0.33	4.412	24.406	0.022	0.131	-0.053
Si	5.284	-8.102	-5.215	0.07	-0.023	-0.063
Si	1.583	-1.037	-2.718	0.079	0.011	0.094
Si	7.901	-6.948	-4.193	0.108	0.091	-0.046
Si	-7.285	-4.188	-3.095	0.038	-0.088	0.1
Si	-2.984	8.108	-6.947	0.019	-0.237	-0.144
Si	-1.675	0.849	24.469	-0.005	-0.014	-0.08
Si	6.763	4.729	24.823	0.066	-0.011	-0.172
Si	-3.229	4.619	-3.122	-0.063	-0.076	0.018
Si	-4.65	-1.44	-5.718	0.052	0.026	-0.028
Si	5.06	-7.852	23.861	0.01	-0.002	-0.188
Si	-3.708	-7.008	-2.513	-0.092	0.02	0.108
Si	-2.258	-3.83	25.961	0.026	0.071	0.053
Si	-7.113	6.563	24.755	-0.024	0.024	-0.021
Si	8.148	-0.093	23.795	0.095	-0.078	-0.039
Si	2.878	-7.905	-1.88	0.05	0.015	0.124
Si	-3.428	-1.497	-3.044	0.032	-0.047	0.159
Si	-0.989	0.204	-2.648	-0.088	-0.052	0.081
Si	-3.479	-1.54	24.451	-0.062	0.124	-0.048
Si	7.13	6.098	-6.515	-0.04	-0.082	0.018
Si	1.327	-1.3	5.475	-0.007	0.002	0.013
Si	4.096	1.363	5.452	-0.007	-0.005	0.01
Si	1.346	4.065	5.442	-0.007	0.01	0.015
Si	4.122	6.756	5.471	0.015	0.008	0
Si	1.37	9.511	5.495	0.007	0.01	0.008
Si	4.094	12.222	5.485	0	-0.003	0.009
Si	6.839	-1.348	5.458	-0.008	0	0.021
Si	9.502	1.374	5.393	-0.007	-0.015	0.004
Si	6.832	4.072	5.386	0.003	-0.006	0.008
Si	-6.784	6.775	5.407	0.002	-0.006	0.013
Si	6.797	9.511	5.493	0.001	-0.006	0.002
Si	-6.789	12.266	5.445	-0.001	-0.003	0.009
Si	-4.115	-1.318	5.409	0.006	0.007	0.004
Si	-1.382	1.377	5.396	0.005	0.011	0.002
Si	-4.074	4.066	5.397	0.012	-0.006	-0.001
Si	-1.363	6.754	5.437	0.008	-0.003	0.01
Si	-4.109	-6.81	5.427	-0.001	0.015	0.003
Si	-1.412	-4.068	5.49	0.007	-0.004	0.011
Si	2.721	0.025	6.823	-0.011	0.003	0.004
Si	5.462	2.736	6.784	-0.001	-0.012	-0.005
Si	2.718	5.42	6.805	-0.002	-0.001	-0.001
Si	5.446	8.141	6.837	-0.008	0.001	0.005
Si	2.73	10.872	6.843	-0.002	-0.012	0.005
Si	5.46	-2.712	6.809	0.001	0.008	-0.003
Si	8.178	0.023	6.805	-0.006	0	0.001
Si	-5.435	2.708	6.762	0.005	-0.007	0.001
Si	-8.145	5.422	6.775	0.007	0.007	-0.003
Si	-5.459	8.153	6.79	-0.001	0.011	-0.004
Si	-8.147	10.893	6.807	-0.006	0.005	0.004
Si	-5.437	-2.694	6.801	-0.001	0.004	-0.001
Si	-2.737	0.021	6.773	-0.003	-0.001	0.002
Si	-0.016	2.708	6.791	-0.002	0.004	-0.001
Si	-2.732	5.417	6.793	0.004	0.006	0.002
Si	-0.011	8.132	6.805	-0.003	0.001	0.002
Si	-2.753	-5.46	6.816	0.005	-0.005	-0.003
Si	-0.021	-2.701	6.815	0.002	-0.001	-0.004
Si	1.354	1.376	8.171	0.007	0.002	-0.001
Si	4.09	4.073	8.16	0	0.009	-0.003
Si	1.36	6.786	8.165	0.003	0.005	0
Si	4.082	9.504	8.189	-0.008	-0.002	0.005
Si	1.352	-4.07	8.165	0.005	-0.003	-0.001
Si	4.083	-1.357	8.161	-0.014	-0.009	-0.004
Si	6.803	1.369	8.157	-0.001	-0.014	-0.001
Si	-6.79	4.066	8.138	-0.004	0.001	-0.007
Si	6.824	6.78	8.162	-0.003	0.012	-0.004
Si	-6.801	9.518	8.162	0.003	-0.004	0.001
Si	6.812	-4.073	8.171	-0.009	0	-0.01
Si	-6.794	-1.343	8.167	0.01	0.013	-0.003
Si	-4.087	1.365	8.15	0.004	-0.001	0.003
Si	-1.37	4.068	8.158	-0.005	-0.006	0
Si	-4.083	6.796	8.145	0.01	0	-0.007
Si	-1.369	-6.815	8.159	0.002	0.006	-0.001
Si	-4.095	-4.075	8.164	-0.008	-0.006	-0.005
Si	-1.385	-1.34	8.156	0.004	0.002	-0.012
Si	-0.011	0.007	9.516	0.008	-0.002	-0.006
Si	2.724	2.724	9.527	-0.009	-0.004	-0.001
Si	-0.006	5.429	9.519	0	-0.002	-0.007
Si	2.713	8.148	9.533	0.002	0.006	0.004
Si	-0.007	-5.445	9.514	0.003	-0.005	0.001
Si	2.722	-2.717	9.52	0	0.002	0.003
Si	5.444	0.006	9.518	-0.007	0.008	-0.002
Si	-8.152	2.722	9.516	0.002	-0.006	-0.003
Si	5.448	5.434	9.521	-0.006	0.006	-0.007
Si	-8.155	8.155	9.521	-0.005	0	0.003
Si	5.448	-5.439	9.523	-0.002	-0.01	-0.006
Si	-8.155	-2.708	9.527	0	0.002	-0.005
Si	-5.438	0.01	9.525	0.006	-0.015	-0.001
Si	-2.73	2.718	9.518	0.005	0.001	-0.001
Si	-5.44	5.434	9.505	0	0.008	-0.005
Si	-2.727	8.149	9.52	-0.002	0.004	0.002
Si	-5.447	-5.438	9.524	0	0.009	-0.001
Si	-2.73	-2.714	9.519	0.005	-0.003	-0.003
Si	1.357	-1.355	10.868	-0.007	-0.002	0
Si	4.085	1.362	10.882	-0.011	-0.009	0
Si	1.359	4.081	10.885	0.009	0.01	0
Si	4.087	6.794	10.882	-0.002	0.005	0.003
Si	1.352	9.517	10.881	0.002	-0.001	0.002
Si	4.084	-4.08	10.879	-0.002	-0.002	0.001
Si	6.801	-1.352	10.885	-0.005	-0.007	0.001
Si	-6.8	1.365	10.886	0.003	-0.004	0
Si	-9.513	4.077	10.882	-0.004	0.005	-0.002
Si	-6.795	6.792	10.872	0.005	0.004	-0.005
Si	-9.516	9.518	10.877	-0.008	0.005	0
Si	-6.802	-4.076	10.885	0.001	-0.013	0.005
Si	-4.09	-1.358	10.883	-0.005	0.012	0.004
Si	-1.368	1.363	10.878	-0.005	-0.003	-0.002
Si	-4.086	4.08	10.878	0.008	-0.004	-0.002
Si	-1.365	6.79	10.882	0.013	-0.001	0
Si	-4.085	9.518	10.876	0.003	0.003	0.001
Si	-1.365	-4.079	10.871	0.007	0.002	0.001
Si	2.722	-0.003	12.23	0.001	0.002	-0.002
Si	5.447	2.72	12.246	-0.003	-0.002	0.001
Si	2.726	5.436	12.241	-0.005	0	-0.001
Si	5.447	8.161	12.236	0.001	0.004	0.001
Si	2.721	10.879	12.233	-0.004	-0.006	0.007
Si	5.445	-2.722	12.242	-0.01	-0.001	0.006
Si	8.159	0.008	12.248	0.001	0.004	-0.001
Si	-5.442	2.726	12.247	-0.001	-0.001	0.002
Si	-8.152	5.438	12.238	-0.001	0.012	0.002
Si	-5.447	8.157	12.234	-0.001	-0.001	0.001
Si	-8.16	10.878	12.239	-0.006	0	0.003
Si	-5.448	-2.715	12.249	0.005	-0.001	0.007
Si	-2.734	0.009	12.235	0.016	-0.014	0
Si	-0.007	2.72	12.239	0.001	-0.007	0.005
Si	-2.727	5.433	12.243	-0.011	-0.002	0.004
Si	-0.002	8.151	12.242	-0.004	0.005	0.001
Si	-2.725	-5.439	12.232	0.004	0	0.003
Si	-0.001	-2.717	12.225	0.01	0.01	0.004
Si	1.366	1.36	13.583	0.005	-0.015	0.005
Si	4.092	4.088	13.605	-0.01	0.007	0.008
Si	1.364	6.789	13.602	0.016	0.001	0
Si	4.084	9.519	13.591	-0.005	0	0.004
Si	1.366	-4.069	13.586	-0.013	0.009	0.006
Si	4.08	-1.361	13.595	-0.002	-0.004	0
Si	6.802	1.365	13.615	-0.002	-0.004	0.002
Si	-6.804	4.079	13.61	0.007	-0.004	0.003
Si	6.82	6.81	13.592	-0.01	-0.003	0.002
Si	-6.812	9.51	13.6	0.002	0.002	0.001
Si	6.81	-4.082	13.604	0.005	-0.013	0.001
Si	9.515	-1.35	13.612	-0.015	0.002	0.001
Si	-4.084	1.366	13.611	0.001	-0.001	0
Si	-1.375	4.066	13.607	0.008	0.006	0.008
Si	-4.094	6.797	13.593	0.007	0.014	-0.001
Si	-1.365	9.519	13.589	0.001	-0.006	0.001
Si	-4.09	-4.087	13.598	0.01	0.001	0.009
Si	-1.373	-1.357	13.573	-0.007	0.009	-0.004
Si	-0.012	0.002	14.92	0.001	0.004	-0.006
Si	2.729	2.715	14.947	0.004	-0.005	0.003
Si	-0.003	5.421	14.952	-0.003	0.001	-0.005
Si	2.738	8.149	14.952	-0.008	0.001	0.006
Si	0	-5.429	14.93	0.005	-0.006	0.002
Si	2.729	-2.72	14.961	0.005	0.005	-0.001
Si	5.436	-0.006	14.96	-0.003	-0.004	-0.011
Si	8.16	2.724	14.982	-0.014	0.008	0.007
Si	5.47	5.457	14.95	0.008	0.008	-0.008
Si	8.163	8.155	14.985	0.002	-0.003	-0.002
Si	5.453	10.867	14.954	-0.008	0.004	-0.002
Si	8.159	-2.714	14.974	0.002	0.002	0.002
Si	-5.449	0.016	14.973	-0.001	-0.01	-0.004
Si	-2.737	2.72	14.992	0.004	-0.012	-0.001
Si	-5.452	5.447	14.967	-0.009	0.008	0
Si	-2.739	8.164	14.941	0.004	0.001	-0.001
Si	-5.461	-5.448	14.953	0.008	-0.007	0.004
Si	-2.729	-2.711	14.939	0.003	0.006	0
O	7.106	3.685	-1.38	-0.377	-0.102	-0.332
O	-0.022	-2.884	22.19	0.086	-0.029	0.488
O	6.136	-4.063	-5.677	0.222	-0.135	0.022
O	-5.369	2.627	22.271	-0.017	-0.022	0.371
O	-8.062	-4.064	25.234	-0.402	-0.574	0.4
O	1.645	-6.249	22.849	-0.169	0.744	0.194
O	6.985	-0.418	22.728	-0.338	0.376	0.231
O	2.722	5.482	22.139	0.111	-0.314	0.226
O	5.33	2.598	22.277	-0.002	0.019	0.455
O	0.086	5.46	-0.375	-0.217	-0.17	-0.199
O	1.656	-1.067	23.003	-0.241	-0.001	0.18
O	7.029	3.42	25.742	-0.267	0.123	0.158
O	0.055	-5.495	-0.258	0.034	0.188	-0.583
O	7.336	2.198	-3.53	-0.17	0.133	-0.182
O	0.042	-0.912	-3.184	-0.227	-0.403	-0.403
O	6.401	-7.236	23.195	0.163	0.053	0.6
O	0.003	8.148	22.077	-0.02	-0.097	0.328
O	-2.73	6.106	-2.794	-0.4	0.11	0.322
O	4.372	-4.705	-0.992	-0.007	0.038	-0.257
O	-3.69	-7.438	-0.952	0.223	-0.427	0.033
O	-5.382	-5.56	-0.256	0.076	0.084	-0.644
O	-0.744	-3.284	26.058	0.317	0.08	-0.265
O	-6.87	0.497	23.023	0.314	-0.091	0.41
O	-1.829	-3.867	-1.163	-0.296	0.344	-0.126
O	-5.337	-8.065	22.238	0.122	-0.11	0.018
O	-7.142	-4.157	-1.489	-0.338	-0.068	-0.008
O	-2.816	0.056	21.771	-0.203	-0.01	0.027
O	0.811	3.895	22.955	0.095	-0.231	0.13
O	-1.154	7.502	-1.281	0.207	0.254	-0.103
O	-2.08	4.649	-6.432	0.164	0.292	-0.106
O	-4.355	-1.546	23.092	-0.332	-0.237	0.037
O	-7.218	1.998	-1.519	-0.083	-0.073	-0.278
O	-5.16	-2.945	-6.001	0.071	0.019	-0.316
O	6.365	-6.347	-1.332	0.247	0.094	-0.348
O	-5.05	-7.673	-3.163	-0.155	0.041	-0.168
O	5.249	5.216	25.111	-0.453	-0.297	-0.497
O	2.786	5.293	-3.73	0.199	0.195	0.304
O	1.568	-2.137	-5.716	0.115	0.419	0.148
O	0.329	-6.914	-4.702	0.067	-0.05	-0.27
O	7.734	5.727	-5.048	-0.127	0.188	0.114
O	-7.166	6.644	23.147	-0.202	-0.068	-0.003
O	8.118	-8.047	-0.398	-0.055	-0.19	-0.11
O	4.069	-3.754	25.831	0.18	0.032	0.13
O	6.997	-1.953	-1.356	0.289	-0.233	-0.259
O	-5.989	-5.743	25.271	0.214	0.064	-0.236
O	-1.76	6.208	22.66	0.089	0.132	0.19
O	2.073	-7.152	-0.73	0.414	-0.251	-0.153
O	-6.288	6.915	-1.491	0.34	-0.431	-0.117
O	-5.777	-3.125	25.892	0.041	-0.225	0.235
O	3.992	-3.941	23.251	-0.281	-0.488	0.216
O	1.971	4.037	-1.476	0.472	0.024	-0.034
O	6.982	4.368	23.26	0.369	0.267	0.003
O	-7.939	-7.004	-5.742	0.078	-0.302	-0.09
O	0.922	5.891	24.684	0.06	0.182	-0.182
O	7.666	1.099	24.761	-0.494	0.118	0.198
O	-5.957	5.513	25.176	0.43	0.085	-0.147
O	-2.411	-5.343	25.416	-0.113	-0.33	0.484
O	-6.279	-3.959	23.332	0.172	-0.021	0.043
O	3.467	5.539	-6.294	-0.049	-0.038	0.273
O	4.486	7.278	22.927	-0.044	-0.224	0.349
O	1.663	7.137	-5.348	-0.351	0.289	-0.598
O	-2.559	-7.048	-5.928	-0.066	-0.127	0.734
O	-0.988	-4.988	-3.344	0.078	-0.276	0.348
O	-1.395	-5.042	23.011	0.171	-0.124	0.272
O	-1.292	4.42	24.462	-0.151	-0.38	0.189
O	-3.767	-6.053	23.034	-0.419	0.199	0.297
O	2.95	2.704	-3.521	0.167	0.244	-0.334
O	3.556	0.771	23.084	-0.02	0.253	0.215
O	0.905	3.384	25.494	0.215	-0.272	-0.114
O	1.494	-0.87	-1.124	-0.034	0.465	0
O	-6.197	6.315	-4.059	0.733	-0.132	-0.228
O	-1.97	3.643	-3.3	0	-0.177	0.172
O	-7.944	-1.477	24.613	0.106	-0.011	0.17
O	5.404	-0.092	-0.423	-0.081	0.125	-0.416
O	-5.854	-5.482	-6.076	0.149	-0.057	-0.176
O	-7.621	-7.985	-3.27	-0.326	-0.138	0.255
O	5.404	5.44	-0.449	-0.21	0.235	-0.544
O	3.563	7.086	-1.281	0.051	0.018	-0.539
O	-2.59	2.552	-0.513	-0.017	0.08	-0.349
O	-5.561	0.117	-0.559	-0.219	0.149	-0.316
O	2.765	-2.839	-0.173	0.201	-0.2	-0.511
O	-2.728	-2.924	-3.37	-0.005	-0.027	-0.447
O	5.369	-4.94	-3.368	0.241	-0.158	-0.172
O	5.672	-2.382	-3.661	-0.576	0.273	-0.271
O	3.615	1.54	-1.309	-0.252	0.405	-0.024
O	-4.322	3.678	26.024	0.183	0.289	-0.256
O	6.359	-7.449	-4.198	-0.211	0.065	0.407
O	-0.476	7.052	-3.831	0.015	-0.402	-0.304
O	4.009	-6.907	-2.427	-0.043	-0.003	-0.376
O	-2.436	-0.228	-3.192	-0.302	0.316	-0.571
O	-4.302	-1	25.724	0.226	0.327	0.162
O	5.487	-2.504	21.885	0.068	-0.034	0.069
O	-3.979	4.668	-4.561	-0.404	-0.073	0.044
O	6.514	0.844	-5.647	-0.107	0.224	0.073
O	-3.426	6.787	-6.129	-0.109	0.201	0.454
O	-3.023	6.422	24.894	-0.476	0.126	0.262
O	4.989	1.012	-3.529	-0.081	-0.143	0.047
O	-3.939	-1.613	-1.518	0.048	-0.363	-0.14
O	-7.357	4.152	-3.186	0.328	0.097	0.127
O	2.109	-2.482	-3.177	0.097	-0.3	0.361
O	-2.134	-0.682	24.263	0.576	-0.145	-0.202
O	-3.629	4.435	23.189	-0.055	-0.028	0.403
O	-6.809	8.017	25.398	-0.282	0.141	0.056
O	-5.819	-4.206	-3.783	0.468	0.231	0.27
O	-8.062	-2.826	-3.496	0.225	0.283	-0.475
O	1.789	8.049	-2.978	-0.073	-0.172	0.233
O	-4.611	-1.213	-4.114	-0.56	0.316	0.174
O	-8.145	-5.459	-3.615	-0.117	0.043	0.089
O	-0.411	1.599	-3.166	0.353	0.052	0.119
O	-2.038	-7.522	24.222	0.534	-0.387	-0.115
O	-2.931	1.664	25.07	-0.18	0.333	-0.135
O	2.091	0.076	25.254	0.233	0.485	0.363
O	-0.993	-4.969	-5.92	0.252	0.471	-0.321
O	2.036	-5.377	25.275	-0.552	0.148	-0.056
O	3.957	-6.685	23.996	0.079	0.609	-0.197
O	0.598	3.94	-3.722	-0.212	0.485	-0.03
O	-1.173	1.517	23.082	0.518	0.497	0.065
O	-3.497	-5.399	-2.562	-0.217	0.268	-0.202
O	-0.444	0.825	25.471	0.011	0.261	-0.009
O	4.171	7.33	-4.454	0.124	-0.101	0.577
O	3.69	-3.561	-4.93	0.043	-0.03	-0.251
O	-3.034	-3.045	24.787	-0.272	-0.523	-0.105
O	-3.138	-1.244	-6.28	0.021	0.286	0.426
O	6.108	-2.821	24.558	-0.021	0.053	-0.462
O	5.302	7.837	25.326	0.252	0.34	0.47
O	-3.549	-4.784	-5.158	0.058	0.28	0.358
O	-5.712	-0.478	-6.459	-0.339	0.572	0.344
O	7.782	5.937	25.22	-0.152	0.195	0.287
O	-4.115	4.156	-1.831	-0.361	-0.024	-0.471
O	-6.67	4.196	-5.743	0.115	-0.433	0.089
O	1.796	-7.964	24.818	-0.458	0.02	-0.258
O	-2.427	-7.661	-3.225	-0.04	0.187	-0.554
O	-8.168	-5.463	22.306	0.175	0.047	0.433
O	-4.254	-7.711	25.686	0.036	0.04	0.117
O	-1.057	0.377	-1.041	0.334	-0.382	0.108
O	2.543	0.12	-3.293	-0.104	0.052	-0.59
O	7.278	-0.363	-3.431	0.607	0.054	0.166
O	-0.823	2.591	-5.488	0.103	-0.654	-0.249
O	5.979	7.201	-6.269	0.104	-0.088	-0.317
O	3.119	6.491	26.086	-0.135	-0.029	0.324
O	3.894	-1.527	24.333	0.16	0.433	0.28
O	1.281	-4.524	-4.63	0.277	-0.402	0.305
O	-6.764	2.962	25.333	0.101	-0.038	-0.205
O	4.526	-6.885	-5.974	-0.223	0.176	0.259

Results
total energy: -101657.294 eV
total energy less fixed offsets of O -438.25, Si -107.07 eV per atom: -4.094 eV
